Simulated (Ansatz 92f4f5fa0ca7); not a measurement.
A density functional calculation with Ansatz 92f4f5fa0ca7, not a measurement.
Periodic cell of 144 atoms, Si90O54, from a study of silicon, its oxide and their interface. The atomic structure is a simulated model.

Settings: functional r2SCAN; potential files Ansatz norm-conserving; basis plane waves; wave-function cutoff 1300 eV; density cutoff ratio 4; exchange-correlation grid ratio 1; k mesh 2 x 2 x 1, shifted by 0.5 0.5 0.5 of a step; self-consistency stop 5e-08 eV per atom in the density residual; occupations Fermi-Dirac, 0.05 eV; spin none; net charge 0.

Cell vectors (angstrom)
a  11.54  0  0
b  0  11.54  0
c  0  0  18.8682

Atoms and the computed forces on them: element, x, y, z (angstrom), force x, y, z (eV/angstrom)
Si  -0.3039  -0.5246  -0.1746  0.4685  0.9943  -0.2849
Si  -0.4982  4.0767  -0.0548  0.1814  0.9866  -0.2618
Si  -0.0861  8.6526  -0.1604  -0.5177  -0.2888  -1.9377
Si  3.8142  -0.2952  -0.1386  0.7504  0.0191  -0.6218
Si  2.9787  3.5477  -0.6127  0.8036  -0.365  -1.0914
Si  3.9342  8.1082  0.0097  0.4122  -0.4058  -0.4995
Si  7.6882  -0.5592  0.0893  0.3068  0.9325  -0.3012
Si  6.128  2.9889  -0.7935  -0.0561  0.2953  0.3873
Si  7.1902  8.7503  -0.0164  0.3692  -2.0025  -1.8067
Si  1.7554  -0.0556  0.9975  -0.1014  0.2951  -0.5363
Si  1.6126  3.9211  1.2006  -0.4943  0.4377  0.4305
Si  1.8073  7.8776  0.9826  0.5095  -0.218  0.5221
Si  5.6985  0.0374  1.3519  0.0308  0.137  -1.0584
Si  6.8709  3.7049  1.3505  -0.1525  -0.7231  0.5734
Si  5.7362  7.8642  1.4879  -0.7666  -0.0706  0.1194
Si  9.5728  -0.0915  1.429  -0.3969  0.4405  -0.2216
Si  9.3401  3.6434  1.5811  -0.9825  1.5922  0.3993
Si  9.8272  8.0258  1.2858  -0.9719  2.1765  -0.204
Si  1.7624  1.8466  2.3269  0.9629  0.2901  1.4608
Si  1.8852  5.9773  2.4893  -0.7437  -0.5512  -0.2763
Si  1.8885  9.7265  2.5526  -0.7694  -0.1054  0.1105
Si  5.7873  1.8915  2.7118  0.3183  0.4006  0.0225
Si  5.8965  5.7555  2.4521  0.628  -0.2107  0.0381
Si  5.662  9.7501  2.8097  0.0439  0.1507  0.8251
Si  9.5219  1.8073  2.8455  0.5048  -1.4225  0.4251
Si  9.5189  5.6494  3.0513  1.8448  -0.7316  -1.5033
Si  9.5679  9.7837  2.9583  0.4464  -1.2175  -0.5314
Si  0.1215  1.815  4.0152  -0.9937  1.449  -0.541
Si  0.075  5.9383  4.1439  -0.1485  0.3572  -0.5625
Si  0.0331  9.9041  4.1288  0.2727  -0.276  0.1643
Si  3.7824  1.9162  4.0439  -0.474  -0.6753  -1.5378
Si  3.9032  5.8387  3.7284  -0.2966  -0.2359  0.8027
Si  3.6579  9.7287  4.0794  0.9124  1.2672  -0.0117
Si  7.5526  1.6392  4.2034  0.9317  0.9039  -0.2865
Si  7.5569  5.9161  4.1538  -0.3117  -0.411  -0.5003
Si  7.6354  9.7292  4.1857  -0.7307  -0.1153  -0.0936
Si  0.0987  0.2537  5.6823  -0.1226  -2.079  0.2862
Si  0.1189  3.9228  5.1977  0.9667  -0.6921  -0.1959
Si  -0.0205  7.9494  5.4475  0.1755  -0.1357  -0.3207
Si  3.7784  0.1072  5.668  0.1094  -0.5091  -1.1023
Si  3.9268  3.8429  5.1832  1.1542  1.0188  0.0763
Si  3.8193  7.8065  5.2444  0.2378  -0.9913  0.9138
Si  7.706  -0.0948  5.7557  0.0348  0.1155  0.0204
Si  7.8305  3.794  5.1875  -1.0923  -0.078  0.62
Si  7.6619  7.8153  5.4772  -0.6674  -0.0841  0.0368
Si  1.9779  0.0793  7.163  -0.6875  -0.4767  0.2264
Si  2.0781  3.9028  6.4517  -1.361  0.0463  1.3563
Si  1.9027  7.9561  6.7681  0.4066  -0.5985  -0.3982
Si  5.7313  -0.0256  6.9962  -0.2175  0.9854  0.6994
Si  5.9208  3.7773  6.6805  -0.5329  0.3005  -0.548
Si  5.7253  7.7488  6.7961  -0.7845  0.3826  -1.6308
Si  9.6658  -0.1394  7.0854  0.424  0.9296  0.3802
Si  9.7544  3.8527  6.4553  -0.2413  -0.3298  0.3071
Si  9.5678  7.7893  6.7435  0.6614  -0.4184  -0.4244
Si  1.7258  2.176  8.1055  0.9385  1.3084  0.8438
Si  1.9564  5.8768  7.7937  0.7954  -0.5458  0.1912
Si  1.8823  9.4893  8.5843  0.1556  0.4819  -0.6375
Si  5.7954  2.0805  8.3654  0.5603  0.1153  0.0529
Si  5.6301  5.7842  7.9219  0.126  -1.0112  0.4548
Si  5.5787  9.5401  8.2068  0.5342  -0.9771  1.4628
Si  9.6921  2.1709  8.0713  -0.6561  -0.643  0.304
Si  9.6779  5.7183  7.7843  -0.5004  1.0241  -0.0309
Si  9.6115  9.3205  8.4591  -0.324  0.7655  0.0872
Si  -0.1943  2.7792  9.5938  1.2905  1.4079  -0.6545
Si  0.0528  5.7705  9.0333  0.2862  -0.6828  0.6346
Si  -0.0352  8.7018  9.7202  -0.6787  -0.1665  1.9112
Si  3.7119  2.6648  9.3636  -0.7172  1.5026  -0.6688
Si  3.7635  5.7959  9.4258  -0.3007  -0.1786  -0.7765
Si  3.8156  8.8476  9.7661  0.7654  0.824  1.0444
Si  7.9589  2.6768  9.6112  -0.3775  0.5842  0.0828
Si  7.6881  5.794  8.9783  -0.3178  0.0204  1.6717
Si  7.5281  8.8783  9.5777  -1.0966  0.7635  0.0841
Si  -2.1273  11.9598  16.4432  1.2728  -0.4004  -1.3556
Si  3.2135  -1.3679  12.4975  -0.787  0.704  -0.3754
Si  9.7656  1.9594  12.0702  0.6807  0.791  -1.4656
Si  7.1629  10.0903  12.4841  -0.0714  0.491  0.7635
Si  3.2454  1.621  12.1096  1.2518  0.6064  -1.3228
Si  5.3818  0.5996  16.3058  -1.6235  -1.1418  -0.3736
Si  1.666  3.3993  13.9738  -0.8623  -0.3949  -0.9702
Si  11.9404  8.7964  12.6761  -1.0932  0.6112  1.301
Si  2.2089  5.0111  15.9987  0.7407  0.3696  0.6745
Si  -1.2571  6.5051  16.8606  0.822  -1.4009  0.3124
Si  8.4924  2.9193  14.519  0.2084  0.0444  -1.1207
Si  -1.6027  10.7496  13.586  0.5766  -0.1651  1.6312
Si  5.4478  9.6663  14.5449  -0.8253  -1.5634  1.0168
Si  0.9199  3.1341  16.5226  -0.6848  -0.4282  1.0266
Si  5.8282  1.4395  13.5038  1.6325  -1.0356  -0.3023
Si  0.5271  6.124  14.3681  -0.994  0.0865  -0.1006
Si  7.4952  5.231  16.2449  0.3256  1.3116  -2.8887
Si  5.5987  7.4201  16.4847  -2.158  1.531  -0.5718
O  -0.4507  3.1171  -1.3933  0.734  -0.0549  -0.4398
O  3.1839  4.9099  -1.5479  -0.7158  -0.0418  -0.4851
O  -0.5007  5.6023  -0.7287  -1.1379  0.4666  -1.2338
O  -0.6829  -3.5209  -1.6683  -0.1232  -0.7958  0.5188
O  -1.4683  6.552  1.7372  -0.2661  -1.6111  1.1768
O  -0.6614  11.9685  -1.5362  -1.4755  -0.9305  -0.2346
O  6.2983  1.5335  -1.6085  0.2719  1.6374  0.1688
O  4.0338  0.3253  -1.6663  0.5088  0.1041  0.3179
O  4.1002  -1.8749  -0.4627  -0.4355  -0.2107  0.1187
O  4.5407  3.1123  -0.413  -0.3066  -0.2877  -0.3334
O  2.1424  2.3616  -1.5078  0.2187  1.6275  0.7995
O  4.3247  7.2106  -1.3191  0.6702  -0.0168  -0.1494
O  8.5704  -3.641  0.2344  0.2381  0.3889  0.4287
O  1.8559  -2.2134  -6.4172  1.8869  -0.2935  -0.0365
O  6.8232  4.2054  -1.6516  -0.9656  -1.893  1.1479
O  6.2486  6.1742  -3.179  0.6775  -0.6217  1.0017
O  8.2477  11.3748  -1.4624  0.0886  0.3254  0.3067
O  6.7472  8.123  -1.5141  0.4924  1.1225  0.7256
O  -0.0047  4.4256  9.9816  -0.1904  -1.1428  -0.7463
O  -0.4342  2.1539  11.0492  -1.3733  -0.5227  1.5168
O  -4.0883  7.2707  9.9085  0.8997  -1.2551  -0.6586
O  -0.4439  9.0998  11.3384  0.4878  -0.5006  -2.3623
O  -2.8388  10.1118  12.8448  0.4083  -0.8383  -0.0699
O  2.7587  0.1948  12.5645  -0.1379  -0.6171  -0.2071
O  3.4359  1.5873  10.4983  -0.8235  -0.6887  1.2188
O  3.8701  7.2657  10.3248  -0.2665  -0.9937  -1.1515
O  3.5841  4.2455  10.0854  0.7373  0.2396  -0.6821
O  4.0185  9.766  11.1648  0.1484  -0.4962  -1.1021
O  8.4325  2.0368  11.0808  0.2306  -0.2046  -0.3618
O  7.89  4.3408  9.8475  -0.4157  0.174  -0.2555
O  11.7896  7.0791  10.003  -0.5461  0.8021  -0.4589
O  7.1262  9.7452  10.9345  0.0285  -0.5445  -1.0501
O  9.5586  14.6144  13.2316  -0.4074  -0.4732  0.9447
O  -1.9374  10.9372  15.1545  -0.6109  1.2246  1.5383
O  4.107  -1.4095  13.7923  0.416  -0.1175  0.4534
O  4.9979  1.281  14.8863  -0.0374  0.7528  0.094
O  10.0927  0.5913  12.8078  0.3642  0.3767  -0.2312
O  6.4439  11.5062  12.9252  -0.5446  0.8387  0.0904
O  4.9009  8.3594  15.3083  0.9664  -1.0409  1.8208
O  0.7059  4.6647  13.6023  -0.1182  1.1794  0.3094
O  2.1157  2.6617  12.5872  0.0469  0.5567  1.4221
O  0.8182  2.4294  15.0714  0.4938  0.2791  -1.5826
O  5.9529  -0.8157  15.6981  0.4042  -0.0484  0.1314
O  4.8241  2.05  12.419  -0.8728  -0.186  0.8692
O  2.8983  4.1369  14.7316  0.4435  0.363  0.6756
O  -2.4719  13.4204  15.701  -0.5756  0.4331  -0.13
O  6.4915  8.9913  13.4847  0.0222  1.2527  -0.279
O  -0.7803  5.9585  15.3353  -0.4369  1.0138  1.385
O  -0.264  9.8509  13.7228  -0.5219  -0.3062  -0.5252
O  7.1273  2.361  13.7733  0.3291  -0.1497  0.7646
O  8.162  4.4658  14.9502  -0.0318  -1.2302  0.9547
O  1.7158  6.5399  15.4572  0.8022  -2.5725  -0.0472
O  0.4083  7.3023  13.2901  -0.2452  0.1599  -0.4531
O  -2.8782  6.1556  16.8559  1.4185  0.2733  0.5093

Results
free energy: -35658.971 eV
free energy less fixed offsets of O -463.61, Si -117.95 eV per atom: -8.531 eV
pressure: -1.68 GPa
stress xx, yy, zz, yz, xz, xy (GPa, positive in tension): 0.66, 1.98, 2.4, 1.43, -0.44, -0.21
